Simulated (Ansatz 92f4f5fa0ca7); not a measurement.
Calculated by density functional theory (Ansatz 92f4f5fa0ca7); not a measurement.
Periodic cell of 351 atoms, Si241O110, from a study of silicon, its oxide and their interface. The atomic structure is a simulated model.
Doubt: the cutoff is far below the 930 eV that the study's wrapper takes by default for these files, so forces and energies are approximate.

Settings
functional: PBE
potential files: Ansatz PAW
basis: plane waves
wave-function cutoff: 580 eV
density cutoff ratio: 5
exchange-correlation grid ratio: 1
k mesh: 1 x 1 x 1, Gamma-centred
self-consistency stop: 5e-08 eV per atom in the density residual
occupations: fixed
spin: none
net charge: 0

Cell vectors (angstrom)
a 11.6015 0 0
b 0 13.3963 0
c 0 0 39.774

Atoms and the computed forces on them: element, x, y, z (angstrom), force x, y, z (eV/angstrom)
Si 0 2.2327 1.1851 0.0038 -0.0089 0.0157
Si 3.8672 2.2327 1.1851 0.0071 0.0051 0.0075
Si 7.7343 2.2327 1.1851 -0.0039 -0.0013 0.0036
Si 1.9336 5.5818 1.1851 0.0022 0.0153 0.0204
Si 5.8008 5.5818 1.1851 0.0078 0.0083 0.0218
Si 9.6679 5.5818 1.1851 -0.001 0.0123 0.0209
Si 0 8.9308 1.1851 -0.0001 -0.017 0.0087
Si 3.8672 8.9308 1.1851 -0.0009 -0.0101 0.0059
Si 7.7343 8.9308 1.1851 0.0085 -0.0089 -0.0172
Si 1.9336 12.2799 1.1851 0.0001 0.0028 -0.0177
Si 5.8008 12.2799 1.1851 0.0108 0.0133 0.0068
Si 9.6679 12.2799 1.1851 -0.0018 -0.015 -0.0147
Si 1.9336 1.1164 1.9745 -0.0194 -0.0372 0.0016
Si 5.8008 1.1164 1.9745 0.008 -0.0246 0.0109
Si 9.6679 1.1164 1.9745 -0.002 -0.0173 -0.0001
Si 0 4.4654 1.9745 -0.0072 -0.0124 -0.0142
Si 3.8672 4.4654 1.9745 -0.0142 -0.0513 -0.0121
Si 7.7343 4.4654 1.9745 -0.0068 -0.0232 -0.0032
Si 1.9336 7.8145 1.9745 -0.0153 0.0167 0.0013
Si 5.8008 7.8145 1.9745 0.0026 0.027 -0.0028
Si 9.6679 7.8145 1.9745 -0.0227 0.0399 0.0069
Si 0 11.1635 1.9745 -0.0059 0.0446 0.0024
Si 3.8672 11.1635 1.9745 -0.0335 0.0213 -0.0048
Si 7.7343 11.1635 1.9745 0.0313 0.0039 0.0066
Si 1.9336 1.1164 4.3426 -0.0622 -0.0358 0.0366
Si 5.8008 1.1164 4.3426 0.0091 -0.02 -0.0257
Si 9.6679 1.1164 4.3426 -0.0029 -0.0024 0.0835
Si 0 4.4654 4.3426 -0.0356 -0.027 0.1528
Si 3.8672 4.4654 4.3426 -0.0332 -0.078 0.0731
Si 7.7343 4.4654 4.3426 -0.0149 -0.0383 0.0603
Si 1.9336 7.8145 4.3426 -0.0423 0.0672 -0.0592
Si 5.8008 7.8145 4.3426 0.0078 0.065 -0.0697
Si 9.6679 7.8145 4.3426 -0.0435 0.1024 -0.0993
Si 0 11.1635 4.3426 -0.032 0.0985 0.0831
Si 3.8672 11.1635 4.3426 -0.0674 0.0471 0.0552
Si 7.7343 11.1635 4.3426 0.0554 0.0449 0.0142
Si 0 0 35.4334 -0.0572 -0.1226 0.0831
Si 3.8672 0 35.4334 0.0438 -0.1126 0.1103
Si 7.7343 0 35.4334 0.0986 -0.1165 0.0406
Si 1.9336 3.3491 35.4334 0.0182 0.0406 0.0099
Si 5.8008 3.3491 35.4334 0.0557 0.0277 -0.021
Si 9.6679 3.3491 35.4334 0.007 -0.0118 -0.0368
Si 0 6.6981 35.4334 -0.0181 0.0104 -0.1184
Si 3.8672 6.6981 35.4334 0.0483 0.0316 -0.0038
Si 7.7343 6.6981 35.4334 0.0247 0.0117 -0.0744
Si 1.9336 10.0472 35.4334 0.0023 0.0281 -0.0173
Si 5.8008 10.0472 35.4334 0.0302 0.0186 0.0538
Si 9.6679 10.0472 35.4334 0.0099 -0.0228 -0.0672
Si 0 0 37.8015 -0.026 -0.0523 -0.0018
Si 3.8672 0 37.8015 0.0196 -0.0349 0
Si 7.7343 0 37.8015 0.0498 -0.0358 0.0018
Si 1.9336 3.3491 37.8015 0.0115 0.0087 0.0046
Si 5.8008 3.3491 37.8015 0.0135 0.0123 0.0103
Si 9.6679 3.3491 37.8015 0.0002 0.0111 0.0008
Si 0 6.6981 37.8015 -0.0136 0.0126 0.0127
Si 3.8672 6.6981 37.8015 0.0159 0.0169 0.0068
Si 7.7343 6.6981 37.8015 0.0133 0.0217 0.0083
Si 1.9336 10.0472 37.8015 -0.0076 0.0274 -0.0024
Si 5.8008 10.0472 37.8015 0.0103 0.0229 -0.0162
Si 9.6679 10.0472 37.8015 -0.0004 -0.0051 -0.0035
Si 0 2.2327 38.5909 -0.0039 0.0029 -0.021
Si 3.8672 2.2327 38.5909 -0.007 -0.0085 -0.0122
Si 7.7343 2.2327 38.5909 0.0036 -0.0003 -0.0129
Si 1.9336 5.5818 38.5909 0.002 -0.0136 -0.0191
Si 5.8008 5.5818 38.5909 -0.0082 -0.0058 -0.0101
Si 9.6679 5.5818 38.5909 -0.0018 -0.0092 -0.0092
Si 0 8.9308 38.5909 -0.0008 0.0167 -0.009
Si 3.8672 8.9308 38.5909 0.0026 0.0066 -0.0077
Si 7.7343 8.9308 38.5909 -0.0089 0.0087 0.0019
Si 1.9336 12.2799 38.5909 -0.0037 -0.0001 0.0123
Si 5.8008 12.2799 38.5909 -0.0095 -0.0119 0.0111
Si 9.6679 12.2799 38.5909 0.0026 0.0174 0.0263
Si 0.0784 -0.0701 28.354 -0.0136 -0.2227 -0.6237
Si 3.867 -0.0739 28.3637 -0.1096 -0.25 -0.6181
Si 7.3603 0.235 28.0593 -0.1637 0.1568 -0.6355
Si 2.1336 3.3497 28.5131 0.2533 0.1644 -0.5227
Si 5.7825 3.3747 28.6161 0.0085 0.2191 -0.5132
Si 9.7841 3.2343 28.4924 0.0361 -0.1637 -0.4673
Si 0.0908 6.5666 28.1676 -0.0358 -0.0032 -0.7584
Si 3.8798 6.7033 28.2098 0.0268 0.0938 -0.6156
Si 7.7965 6.6281 28.1934 -0.0697 0.0468 0.0566
Si 1.9616 9.9809 28.2397 0.0469 0.0864 -0.6932
Si 5.8019 10.0426 28.2144 -0.275 -0.0308 -0.6135
Si 9.7713 9.9456 28.3445 0.1738 -0.1082 -0.5704
Si 0.1507 2.1543 29.098 0.0369 0.1895 0.4309
Si 3.9243 2.1111 29.3077 0.0764 -0.0605 0.2866
Si 7.7657 2.2561 29.1599 -0.1855 0.0136 0.2919
Si 1.9957 5.5914 29.1193 0.0327 -0.0196 0.3418
Si 5.8107 5.6482 29.0883 0.2092 0.0466 0.3382
Si 9.744 5.5294 29.0321 -0.1712 0.1017 0.2562
Si 0.0877 8.7856 29.0164 -0.1277 -0.0273 0.221
Si 3.9011 8.9082 29.0099 0.0547 -0.043 0.4116
Si 7.7564 8.9024 28.9416 0.0181 -0.2777 0.3134
Si 1.9716 12.1887 29.0952 -0.0558 0.0465 0.2803
Si 5.765 12.2337 29.0784 0.2116 0.1034 0.3091
Si 9.8248 12.1473 29.0756 -0.0801 0.116 0.0748
Si 0.0772 2.1895 31.4847 0.0746 0.0057 0.0323
Si 3.9027 2.1646 31.6296 -0.0216 -0.0093 0.0485
Si 7.7549 2.21 31.5167 0.0492 0.0151 0.0442
Si 1.9676 5.5893 31.4948 -0.0338 0.0118 0.07
Si 5.8248 5.6166 31.4749 0.0094 0.0703 0.0223
Si 9.7098 5.5649 31.4406 0.0405 -0.0757 -0.0511
Si 0.0262 8.8807 31.4221 0.0125 -0.0144 0.0589
Si 3.8815 8.9103 31.4178 0.0136 0.0018 0.0744
Si 7.7398 8.9145 31.3763 0.0046 -0.0339 0.0174
Si 1.9508 12.2308 31.4778 -0.0369 -0.003 0.0721
Si 5.8233 12.2589 31.466 -0.023 -0.0786 0.0352
Si 9.6496 12.2775 31.4538 -0.0172 0.0325 -0.0301
Si 1.9557 1.0525 32.3419 -0.0024 0.0099 -0.1048
Si 5.8548 1.0696 32.3273 -0.0619 0.0063 -0.0309
Si 9.7095 1.1094 32.283 -0.0219 -0.0291 -0.1721
Si 0.0346 4.4383 32.2716 0.0034 0.0702 -0.1717
Si 3.9041 4.4555 32.2863 -0.0355 0.0467 -0.206
Si 7.7571 4.4628 32.2636 0.0119 0.056 -0.1691
Si 1.9618 7.816 32.2897 -0.0446 -0.006 -0.1304
Si 5.8164 7.8367 32.2768 0.0002 -0.0618 -0.141
Si 9.672 7.8031 32.241 0.0202 -0.0289 -0.1993
Si -0.0119 11.1294 32.2435 0.1019 -0.0247 -0.19
Si 3.8927 11.1288 32.2705 -0.0472 0.0217 -0.1625
Si 7.7452 11.126 32.2561 -0.0327 0.0263 -0.1091
Si 1.9324 1.1077 34.6827 -0.0034 -0.0332 -0.0202
Si 5.8082 1.1083 34.6723 0.0141 -0.0232 0.0073
Si 9.673 1.1129 34.6458 0.0182 0.0406 0.0182
Si 0.0018 4.4631 34.6406 0.0154 -0.0172 -0.0014
Si 3.8712 4.468 34.6467 -0.0139 -0.0097 0.0304
Si 7.7372 4.4675 34.6359 0.0035 0.0039 0.008
Si 1.9377 7.8181 34.6511 -0.0049 -0.001 0.0016
Si 5.8032 7.8204 34.6443 -0.0012 0.0301 -0.0044
Si 9.6665 7.8153 34.6237 -0.0003 -0.0016 0.0093
Si -0.0003 11.1575 34.6269 -0.0325 -0.027 -0.0137
Si 3.8696 11.1587 34.6407 0.007 -0.027 -0.0041
Si 7.7355 11.157 34.6305 -0.0236 -0.0213 0.0167
Si -0.0047 0.0078 5.1638 0.0025 0.0347 -0.0027
Si 3.8677 0.006 5.1376 0.015 0.0539 -0.0012
Si 7.7332 0.0007 5.1414 -0.0043 -0.0001 -0.0073
Si 1.929 3.339 5.1426 0.0014 -0.0355 -0.0362
Si 5.7994 3.3419 5.1362 0.0099 -0.0202 -0.0172
Si 9.664 3.3464 5.1449 -0.0158 -0.0057 -0.0088
Si -0.0074 6.708 5.1171 -0.0249 0.0291 -0.0044
Si 3.8663 6.6996 5.1059 0.0039 -0.0158 -0.0012
Si 7.733 6.702 5.1171 0.0108 0.0018 0.0144
Si 1.9257 10.0496 5.1355 -0.0029 0.0011 -0.0052
Si 5.8007 10.0567 5.1191 0.0057 0.0469 0.0038
Si 9.6719 10.052 5.143 0.0287 0.0082 -0.0014
Si -0.0268 0.0473 7.5576 -0.0145 -0.0315 0.1632
Si 3.8551 0.0473 7.5097 0.0056 -0.0165 0.1499
Si 7.7187 0.0067 7.5161 -0.003 0.02 0.1511
Si 1.8904 3.3251 7.5148 0.0044 0.034 0.1625
Si 5.7861 3.3328 7.505 -0.0156 0.0097 0.1563
Si 9.6261 3.3571 7.5209 0.0318 -0.0068 0.1619
Si -0.0525 6.7421 7.4725 0.0181 -0.0442 0.1169
Si 3.8435 6.7052 7.4526 -0.0252 -0.0135 0.0729
Si 7.7074 6.7298 7.4734 -0.0115 -0.0103 0.1258
Si 1.9061 10.0689 7.5047 -0.0027 0.0084 0.156
Si 5.7847 10.1026 7.475 0.0065 -0.012 0.1174
Si 9.676 10.0727 7.5192 -0.0333 0.0089 0.1861
Si -0.06 2.282 8.4253 -0.0464 0.0502 -0.0373
Si 3.8444 2.2672 8.3809 0.0271 0.0213 -0.0482
Si 7.7091 2.2169 8.3719 -0.0196 -0.0395 -0.0772
Si 1.8744 5.5869 8.1659 0.0199 0.0344 -0.1013
Si 5.7766 5.5807 8.2297 0.0368 -0.0359 -0.0846
Si 9.6298 5.6058 8.2798 -0.0226 -0.004 -0.0799
Si -0.0104 8.9448 8.3863 0.0047 0.0494 -0.0296
Si 3.8641 8.9475 8.2197 0.0425 0.0003 -0.0525
Si 7.7102 8.9764 8.2594 0.002 0.0157 -0.0817
Si 1.9312 12.3178 8.3008 0.0191 0.0001 0.0025
Si 5.7713 12.3293 8.3478 0 0.0194 -0.0652
Si 9.6436 12.3017 8.3676 0.0107 -0.001 -0.0614
Si -0.1025 2.3504 10.8776 0.1533 -0.0334 -0.3956
Si 3.8414 2.3119 10.8125 -0.0696 0.0619 -0.2292
Si 7.6961 2.1969 10.7886 0.0512 0.1194 -0.3863
Si 1.8419 5.6201 10.4826 -0.0453 -0.0395 -0.2825
Si 5.7624 5.5738 10.5767 0.0291 0.0881 -0.3118
Si 9.5996 5.626 10.6463 -0.0048 -0.0318 -0.385
Si -0.0065 8.9621 10.8288 0.0451 -0.1609 -0.1855
Si 3.8893 8.959 10.5636 -0.019 0.0708 -0.4026
Si 7.702 9.0045 10.6171 -0.0269 0.0343 -0.4543
Si 1.9422 12.3498 10.6794 -0.0128 0.016 -0.3724
Si 5.7568 12.3668 10.7567 -0.0574 0.0598 -0.3015
Si 9.6306 12.3176 10.7781 -0.0567 -0.025 -0.245
Si 1.8638 1.203 11.4562 -0.241 0.0433 0.5038
Si 5.7463 1.184 11.649 -0.0517 -0.0806 0.7778
Si 9.6189 1.1223 11.6627 -0.017 -0.1833 0.6953
Si -0.0549 4.6614 11.5145 -0.0939 0.3751 0.6737
Si 3.7561 4.6215 11.348 -0.0345 0.239 0.6885
Si 7.6859 4.465 11.3782 0.01 -0.1382 0.6159
Si 2.0173 7.7977 11.3138 0.1384 -0.1347 0.6055
Si 5.8131 7.8014 11.3026 0.0794 -0.2891 0.6628
Si 9.5651 7.8465 11.3962 -0.1685 -0.0288 0.4394
Si 0.0244 11.246 11.4309 0.151 0.1718 0.4914
Si 3.8499 11.147 11.4063 0.0378 -0.2967 0.4728
Si 7.652 11.193 11.4791 -0.037 -0.0019 0.6758
O 9.5737 1.0052 13.3584 0.0564 0.1342 -0.684
O 11.5014 5.1606 13.1415 0.0045 -0.2141 -0.4844
O 1.6547 1.2767 13.1287 0.0713 -0.0298 -0.3775
O 7.4646 11.0622 13.1483 0.096 -0.0131 -0.4449
O 3.5866 5.056 12.9824 0.1341 -0.2961 -0.3464
O 5.753 1.1614 13.365 0.0561 -0.0774 -0.7771
O 7.746 4.3552 13.0452 0.0234 0.0913 -0.3882
O 11.904 11.5181 13.0737 -0.0112 -0.0035 -0.3481
O 5.9217 7.5446 12.9516 -0.0078 0.0996 -0.1855
O 9.1518 7.7492 13.0336 0.1317 0.0802 -0.317
O 3.8929 10.7426 13.0454 -0.0359 0.0712 -0.3977
O 2.455 7.5183 12.9232 -0.091 0.2221 -0.2889
O 11.776 6.5094 26.4672 -0.0675 0.129 0.6316
O 3.9346 -0.2982 26.675 0.0056 0.1421 0.336
O 2.7102 3.6045 26.9337 -0.1434 -0.0744 0.1451
O 5.4918 10.0729 26.5572 0.1175 -0.1124 0.5503
O 6.9385 14.0669 26.4967 -0.0274 0.005 0.4501
O 5.5261 30.3564 26.9657 -0.1217 -0.1383 0.0915
O 1.993 9.9996 26.551 0.0676 -0.0398 0.4564
O 8.7234 -0.6669 27.9471 0.1647 -0.094 0.549
O 3.8404 6.8 26.5076 0.0313 -0.0103 0.5397
O -0.1293 13.1621 26.6986 -0.0233 0.1094 0.356
O 9.8103 10.118 26.6698 -0.0797 0.0297 0.381
O 9.9298 2.8268 26.8698 0.0407 0.1446 0.1643
Si 3.6989 3.2885 21.9384 0.0149 -0.0003 -0.1006
Si 11.1973 4.9602 17.3366 -0.0609 -0.125 0.1686
Si 9.3534 0.3015 14.8188 -0.0448 0.075 0.3888
Si 4.8026 6.242 22.3806 0.0034 -0.0858 -0.1558
Si 7.1439 11.5857 14.6609 0.0976 -0.1599 0.3263
Si 7.5823 8.9725 16.1687 -0.1053 -0.0626 0.0954
Si 2.4938 0.941 14.4694 -0.1129 0.0009 0.3981
Si 5.0911 0.7676 22.9611 0.064 0.1238 -0.1961
Si 1.7936 0.1875 17.1733 0.0554 -0.0973 0.1886
Si 2.0653 5.6022 19.0844 0.0065 -0.0786 0.0716
Si 5.2721 1.9105 14.7481 0.0577 -0.0075 0.2389
Si 0.9445 3.5663 21.3376 0.0221 -0.0861 -0.0617
Si 4.1311 3.4538 26.1175 0.1436 -0.0168 0.0637
Si 4.0016 11.4925 14.4827 -0.0476 -0.1408 0.3911
Si 7.6133 11.2936 20.6541 -0.0558 0.0897 -0.0012
Si 3.4852 0.5557 25.3515 -0.0338 -0.1011 -0.3014
Si 9.7728 1.1319 23.8362 -0.1443 -0.2032 -0.0976
Si 5.8093 7.1293 14.5186 0.1321 0.2212 0.2201
Si 4.7928 1.1721 17.5497 -0.1219 -0.0068 0.22
Si 11.1564 11.1468 14.4683 0.0482 -0.0833 0.4085
Si 1.3161 10.0814 25.0672 -0.0084 0.0136 -0.2967
Si 7.7006 3.3984 19.3732 0.0521 -0.0347 -0.0247
Si 7.7108 6.5134 23.1313 -0.0061 0.0186 -0.2944
Si 7.2219 13.4153 25.0218 0.2288 0.0693 -0.3159
Si 3.0478 6.3224 13.8799 -0.0793 -0.0341 0.0284
Si 10.4965 5.5401 22.4018 -0.0629 -0.0385 -0.1941
Si 5.0514 12.7506 20.0391 0.0223 0.0768 -0.0545
Si 9.1093 2.9013 16.6571 0.0852 0.1588 0.218
Si 7.2437 4.3623 14.5859 0.1759 0.0747 0.195
Si 9.8916 8.3527 14.3572 -0.1648 -0.1621 0.4045
Si 7.6677 8.7323 19.3341 -0.06 -0.0298 -0.2192
Si 0.3481 14.1453 19.8155 0.0364 0.0387 -0.0348
Si 2.1999 -1.7866 20.5736 0.0609 0.0643 -0.0258
Si 10.0322 9.2151 25.3354 -0.1825 0.0273 -0.1107
Si 0.4544 5.7802 25.017 -0.1444 0.0547 -0.1689
Si 12.1439 13.1531 25.2207 -0.0514 0.1055 -0.2311
Si 4.5473 3.736 19.1284 -0.0285 -0.0445 0.0725
Si 9.012 0.8207 20.7307 -0.0017 0.0595 0.0646
Si 8.4035 6.4637 25.9026 -0.1886 0.1086 0.2136
Si 5.8264 10.5475 25.0429 0.1363 0.0359 -0.3233
Si 4.7506 8.6006 20.6156 -0.0114 0.0476 -0.0849
Si 3.5864 6.1184 25.0421 0.1437 0.104 -0.2167
Si 3.4541 10.3304 23.0085 0.0053 -0.0219 -0.295
Si 10.08 3.6911 25.5065 -0.2628 -0.1649 -0.2307
Si 2.3134 8.8729 19.0256 0.1235 0.0639 -0.1167
Si 1.8649 10.5918 16.5034 0.0295 0.0546 0.2727
Si 9.481 6.0842 19.6546 0.0341 -0.1063 -0.0245
Si 0.2205 6.0004 14.5125 -0.1037 -0.1601 0.2378
Si 7.9527 9.5209 23.261 -0.1041 -0.0129 -0.1869
O 4.2464 6.8228 14.8571 -0.2068 -0.0439 -0.138
O 5.6419 1.0982 16.1462 -0.0158 0.0486 -0.225
O 6.4143 6.0679 22.2809 -0.0165 0.0136 0.0942
O 3.2672 12.923 14.3133 -0.0083 -0.0053 -0.1758
O 7.9815 2.8688 17.8466 -0.0212 -0.0052 -0.089
O 5.5459 11.718 14.9138 -0.0286 0.0193 -0.1753
O 11.6042 4.2071 25.2088 0.106 -0.019 0.102
O 6.762 11.8691 25.0846 -0.0173 0.0165 0.0883
O 3.6419 5.1011 18.867 -0.0013 0.0209 -0.0574
O 8.6313 4.6841 19.7896 -0.0231 0.0246 0.0092
O 4.3575 9.5615 21.8784 -0.0497 -0.0038 0.1731
O 8.8016 0.138 24.6849 -0.0373 -0.0314 0.0688
O 3.9324 8.9526 19.2561 -0.0531 -0.0121 -0.0313
O 9.3976 7.7341 25.6004 0.0948 -0.0339 0.0548
O 10.4873 3.4734 17.3644 0.0075 0.0431 -0.0694
O 7.8739 13.0163 14.9117 -0.0056 0.0691 -0.155
O 14.213 11.4569 22.1565 0.0044 -0.0046 0.0754
O 12.4772 11.6269 24.7565 0.0067 -0.0262 0.0341
O 1.5968 11.9697 17.3438 -0.0014 0.0016 -0.1391
O 4.6808 2.319 22.7567 -0.0038 -0.0292 0.0622
O 11.3131 7.561 14.4863 0.032 0.034 -0.197
O 5.4769 13.8002 18.8373 -0.024 0.0206 -0.1295
O 10.3252 0.6312 19.7807 0.0169 -0.0082 -0.0669
O 0.889 0.9187 18.2897 -0.0217 0.0311 -0.0767
O 1.9115 9.3013 17.502 -0.024 0.0289 -0.0752
O 7.2777 6.4867 24.7146 0.0833 -0.0385 0.0724
O 6.0948 11.4933 20.0585 0.0667 -0.062 0.011
O 11.0592 5.3504 15.777 0.0193 0.0931 -0.1797
O 4.143 4.8081 22.1519 -0.0133 0.0318 0.0721
O 9.1767 5.0349 25.7404 0.0791 -0.1805 -0.0467
O 9.3039 9.9408 24.0657 0.1558 -0.0217 0.151
O 11.6146 9.1083 24.9973 0.0351 -0.1034 0.0956
O 7.3431 8.7847 17.7511 0.0202 0.0023 -0.0306
O 3.5438 12.1669 19.7939 -0.0385 -0.0361 0.0004
O 8.5117 3.901 15.5063 -0.138 0.0847 -0.1235
O 1.73 10.1094 20.0015 -0.0755 -0.0442 0.0178
O 11.274 6.2997 23.6389 0.118 -0.0167 0.241
O 10.3623 5.9947 18.2899 -0.0144 0.0376 -0.0774
O 9.4867 1.0889 22.2504 0.0124 0.0289 0.1471
O 6.7026 9.3895 24.3006 -0.1043 -0.0218 0.1087
O 10.1067 9.9494 14.1359 -0.0677 0.1027 -0.2157
O 4.3165 6.9086 23.8005 -0.0485 -0.0189 0.247
O 9.4299 1.4388 16.0027 0.0216 -0.2238 -0.2338
O 2.1362 3.1771 22.397 -0.0199 0.0213 0.0408
O 10.4447 12.4911 15.0781 0.0737 -0.07 -0.1544
O 0.6571 2.1677 20.5571 0.0054 0.0034 0.0163
O 8.2532 12.7809 20.6506 0.0035 -0.0873 -0.045
O 4.1449 2.0163 25.4227 0.0529 -0.0076 0.0494
O 3.637 2.0887 14.7224 -0.059 0.0699 -0.142
O 13.5119 7.2633 19.2265 -0.0488 -0.0213 0.0027
O 6.3226 8.6126 20.2438 -0.0002 0.032 0.0579
O 11.2054 4.0769 22.1294 -0.0373 0.0704 0.0335
O 9.6002 2.6852 24.3154 0.0741 0.2679 0.1977
O 1.8844 0.656 25.3092 0.0534 0.0808 0.1095
O 10.4745 6.2989 20.9475 0.0482 -0.001 0.1184
O 2.3171 9.5298 23.8819 -0.1242 -0.0019 0.2593
O 8.9272 8.1695 15.6749 0.2519 -0.0289 -0.2449
O 6.7431 5.8669 14.9612 0.0662 -0.0632 -0.1396
O 7.7188 10.5457 15.7867 0.0077 0.2167 -0.1646
O 1.4136 0.8045 15.7015 0.093 0.0386 -0.2317
O 6.2586 8.3926 15.4301 -0.1025 -0.0771 -0.189
O 8.0538 2.089 20.3097 -0.0215 0.0262 -0.006
O 6.1448 3.9332 19.5012 -0.0349 0.047 -0.0337
O 5.1809 13.4717 21.4958 -0.0384 -0.0113 0.1699
O 4.2113 4.6171 25.0023 0.0075 -0.0905 0.0743
O 11.2538 13.9189 24.0961 0.172 -0.0974 0.1771
O 2.0133 6.0036 24.6809 -0.0368 0.0117 0.0844
O 13.0613 4.8165 20.3997 0.0117 0.046 0.017
O 8.5534 7.4066 19.5922 0.0227 0.0276 0.03
O 4.4986 10.833 24.1526 0.0495 -0.0193 0.145
O 8.1697 8.0166 22.6411 0.0005 0.078 0.1115
O 3.8299 2.9145 20.3493 -0.0206 -0.0154 0.0135
O 7.6193 10.6846 22.1705 0.0553 -0.0632 0.1721
O 5.9805 3.3666 14.8119 -0.1093 -0.0477 -0.0819
O 6.509 0.778 23.7603 -0.0149 -0.046 0.1329
O 4.5101 2.7589 17.8287 0.0361 0.0035 -0.0477
O 1.8088 5.8992 14.844 0.1536 0.0023 -0.0986
O 1.0408 12.7834 20.4555 0.0136 -0.0701 0.0673
O 3.2606 10.6336 15.6615 0.1209 0.0806 -0.2235
O 12.7576 5.0328 17.8308 0.017 0.0433 -0.0337
O 4.3054 7.12 21.109 0.054 -0.0538 0.1367
O 4.0121 -0.0106 23.9082 -0.1725 -0.0102 0.2844
O 0.5981 10.4634 15.5079 -0.1871 0.0802 -0.2357
O 8.3784 10.1627 19.7384 0.0454 -0.0001 0.0128
O 8.9157 5.4433 22.8449 0.059 -0.0105 0.0379
O 3.3782 0.4277 17.3473 0.0082 0.0184 -0.0582

Results
free energy: -215763.235 eV
free energy less fixed offsets of O -568.88, Si -635.61 eV per atom: -4.425 eV

The program warned: the cutoff lies below the one the program advises for these potential files; the forces do not sum to zero within the program's tolerance; the exchange-correlation potential is rough where the density is thin.
